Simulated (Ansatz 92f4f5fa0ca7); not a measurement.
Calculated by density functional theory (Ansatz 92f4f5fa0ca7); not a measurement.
Periodic cell of 237 atoms, Si146O90P1, from a study of silicon, its oxide and their interface. The atomic structure is a simulated model.
Doubt: the cutoff is low for norm-conserving oxygen, so forces and energies are approximate.
Doubt: the program's own warning below bears on the result.

Settings: functional HSE06; potential files SPMS norm-conserving; basis plane waves; wave-function cutoff 800 eV; density cutoff ratio 4; exchange-correlation grid ratio 1; k mesh 1 x 1 x 1, Gamma-centred; occupations fixed; spin none; net charge +1 e, with a uniform compensating background and no finite-size correction.

Cell vectors (angstrom)
a 11.6015 0 0
b 0 10.938 0
c 0 0 32.0622

Atoms: element, x, y, z (angstrom)
Si -0.1968 -0.0557 23.2804
Si 3.6712 0.2048 23.0946
Si 7.5491 -0.1355 23.4472
Si 1.688 1.3762 23.4157
Si 5.7343 1.4089 23.1834
Si 9.4379 1.2292 23.3567
Si 0.1623 5.3103 23.4562
Si 4.125 5.2956 23.3922
Si 8.0374 5.6104 23.5477
Si 2.1587 6.58 23.3653
Si 5.9705 6.7654 23.4776
Si 10.0154 6.8665 23.6033
Si 1.904 2.6702 25.3831
Si 5.8333 2.6643 25.2522
Si 9.6284 2.6907 25.2574
Si 11.596 4.0054 25.3854
Si 3.8907 3.9777 25.3281
Si 7.747 4.1002 25.3534
Si 1.9736 8.1533 25.1882
Si 5.7752 8.1588 25.37
Si 9.709 8.2647 25.4394
Si 11.6375 9.5585 25.2797
Si 3.8682 9.5845 25.0644
Si 7.688 9.5167 25.4098
Si 11.6492 0.0077 27.2171
Si 3.9082 -0.0574 27.1092
Si 7.7579 -0.024 27.2891
Si 1.9938 1.3122 27.2778
Si 5.8326 1.3239 27.1951
Si 9.6883 1.333 27.1988
Si 11.5903 5.4769 27.2306
Si 3.8381 5.4186 27.2277
Si 7.7261 5.46 27.284
Si 1.9305 6.8327 27.1701
Si 5.7627 6.7879 27.2848
Si 9.6619 6.8298 27.2994
Si 1.9279 2.7133 29.1775
Si 5.7976 2.7142 29.1243
Si 9.6967 2.7174 29.1338
Si 0.0127 4.1052 29.1551
Si 3.8639 4.0804 29.1826
Si 7.7384 4.0752 29.197
Si 1.948 8.1928 29.1326
Si 5.7956 8.1761 29.1887
Si 9.6637 8.1971 29.2339
Si 0.0043 9.5608 29.1527
Si 3.8798 9.5599 29.1019
Si 7.7281 9.5471 29.2049
P 0.0036 -0.0057 31.0936
Si 3.8596 -0.0161 31.0616
Si 7.7339 -0.0108 31.1174
Si 1.9235 1.3672 31.1206
Si 5.7962 1.3775 31.0661
Si 9.6775 1.3622 31.0916
Si 0.0104 5.4648 31.0944
Si 3.8715 5.468 31.1027
Si 7.7398 5.4583 31.1245
Si 1.9405 6.8359 31.0718
Si 5.805 6.8289 31.1217
Si 9.6768 6.8214 31.1478
Si 1.9144 2.7434 1.0025
Si 5.796 2.7424 0.9333
Si 9.6822 2.7283 0.983
Si -0.0113 4.1186 0.9711
Si 3.8619 4.1071 0.9711
Si 7.7407 4.1006 0.991
Si 1.9399 8.2221 0.9315
Si 5.7971 8.2206 0.9709
Si 9.6619 8.2268 0.9949
Si -0.0003 9.5979 0.9804
Si 3.8666 9.5946 0.9663
Si 7.7314 9.5836 0.9958
Si 11.6093 0.0569 2.9159
Si 3.8595 0.0222 2.9232
Si 7.737 0.0234 2.9145
Si 1.9415 1.4064 2.9445
Si 5.8109 1.372 2.8434
Si 9.6542 1.3917 2.9372
Si 11.5661 5.512 2.8791
Si 3.8676 5.4973 2.9047
Si 7.7474 5.5155 2.9146
Si 1.9067 6.8364 2.8589
Si 5.8088 6.856 2.886
Si 9.6678 6.9143 2.9758
Si 1.9128 2.8417 4.835
Si 5.8366 2.7372 4.7469
Si 9.5985 2.8075 4.8457
Si 11.5413 4.1418 4.788
Si 3.9155 4.1092 4.8254
Si 7.7194 4.2174 4.886
Si 1.8875 8.1506 4.8041
Si 5.8087 8.2542 4.7904
Si 9.6605 8.3271 4.9178
Si 11.6322 9.6526 4.8713
Si 3.8195 9.4849 4.7941
Si 7.7189 9.6783 4.8973
Si 11.5954 0.2412 6.77
Si 3.7562 -0.051 6.6615
Si 7.7102 0.0602 6.9204
Si 2.0496 1.5055 6.7676
Si 5.7117 1.2832 6.6264
Si 9.6416 1.5247 6.8419
Si 11.5233 5.5026 6.7107
Si 3.979 5.4362 6.7999
Si 7.7369 5.6746 6.8385
Si 1.972 6.6457 6.662
Si 5.8102 6.9778 6.7572
Si 9.7532 7.0428 6.9241
O 9.9943 7.9686 8.3083
O 7.6602 9.9366 8.2212
O 7.4023 4.7318 8.1653
O 3.3755 10.3567 8.2078
O 2.0324 7.5659 8.0242
O 3.9968 4.5868 8.249
O 9.7831 2.4449 8.227
O 2.6105 2.3405 8.1238
O 11.3842 4.5697 8.0704
O 5.3566 2.375 7.8161
O 5.8138 7.9862 8.0862
O 11.3129 10.297 8.1265
O 11.2809 10.0806 21.8163
O 3.2209 10.7248 21.5244
O 5.7807 7.7691 22.165
O 4.2227 4.4445 21.9509
O 7.6809 9.6848 22.1959
O 10.3313 7.669 22.191
O 1.6118 2.4041 22.1188
O 5.9484 2.4377 21.8801
O 8.4482 4.6989 22.2224
O -0.0745 4.4501 22.0392
O 2.3362 7.3699 21.9295
O 9.1212 1.8778 21.8646
Si 1.9132 7.7909 9.6128
Si 5.0377 0.5812 17.6825
Si 2.4904 5.4154 14.0202
Si 10.56 3.8625 14.0521
Si 8.2792 2.3859 15.2575
Si 9.5455 2.2448 20.3354
Si 10.508 3.6492 9.0863
Si 0.0369 2.3178 11.5744
Si 11.0231 8.1348 15.3942
Si 5.1626 6.933 13.9918
Si 5.7527 2.6142 11.1236
Si 8.5804 7.6756 19.3931
Si 8.1217 4.8506 20.6337
Si 5.9177 9.5846 15.2019
Si 2.1134 7.6371 20.3402
Si 1.9248 4.8919 18.7846
Si 4.4976 3.4448 18.0105
Si 8.5058 8.9254 16.8176
Si 0.8305 9.4786 13.2963
Si 9.9111 10.6573 11.7219
Si 5.3536 3.7074 21.0119
Si 0.5835 5.5251 16.2602
Si 10.7827 9.153 9.1483
Si 6.5647 8.8991 21.2879
Si 7.1155 7.1091 11.4911
Si 2.6756 0.7369 12.221
Si 10.8932 8.6818 21.0459
Si 6.041 4.3276 15.6319
Si 7.0863 0.4869 12.9769
Si 4.0569 2.98 8.6012
Si 0.878 6.7388 11.8973
Si 6.5704 9.0496 9.0832
Si 0.6651 3.2892 21.1392
Si 9.8006 6.5072 12.8909
Si 7.7128 4.5369 9.7558
Si 3.9847 10.0764 20.2148
Si 4.2623 3.0369 13.5329
Si 3.8557 10.0164 9.742
Si 8.0549 0.7775 18.0287
O 11.512 3.2291 12.9045
O 9.3382 4.474 9.8829
O 8.8082 3.6115 19.8604
O 4.0396 -0.0626 18.807
O 11.322 4.5402 15.3118
O 9.8547 9.81 10.3144
O 3.7705 1.531 13.139
O 0.6501 9.0608 14.8618
O 6.4738 0.9748 18.3801
O 4.7632 3.1712 19.6051
O 6.2517 1.1796 11.7445
O 0.5451 8.6446 9.8672
O 5.646 4.3194 17.2274
O 8.4439 7.2022 12.3962
O 4.4077 2.6319 10.1566
O 2.0687 5.6468 15.5759
O 3.3771 0.069 10.9167
O 5.8858 7.2219 12.5496
O 2.3023 6.3529 19.3816
O 0.6506 4.9394 17.7763
O 8.4157 10.6899 12.3687
O 5.4752 10.0789 9.6959
O 0.5987 8.2031 20.206
O 9.7693 2.6026 14.6857
O 2.0015 10.5897 13.2205
O 9.9431 9.1061 16.0993
O 6.1502 10.3502 13.7748
O 7.4627 1.5966 14.1013
O 1.6458 3.9209 20.0395
O 5.9076 5.7929 14.9168
O 7.3354 8.9399 15.7008
O 1.5141 1.6742 11.605
O 7.1992 8.2899 10.3672
O 4.322 1.9899 17.2819
O 7.0326 3.1629 10.2828
O 11.5457 7.0114 16.4388
O 8.2866 10.1373 17.8464
O 3.2686 8.5402 10.102
O 7.5884 3.839 15.5183
O 3.1409 4.3084 17.9002
O 2.9007 3.8857 13.7022
O 1.3391 8.2008 12.4395
O 1.2091 5.6742 13.0633
O 4.9725 8.3029 14.8621
O 11.1683 2.3881 20.3396
O 10.9804 9.9847 12.7462
O 5.2893 3.5757 12.3664
O 5.088 3.1988 14.9211
O 6.4899 4.8079 20.5742
O 8.3975 1.5595 16.6496
O 10.412 1.2462 11.46
O 10.8735 6.6128 11.657
O 3.2572 8.6769 19.8563
O 1.7118 6.441 10.5162
O 7.1604 8.2071 19.966
O 8.5056 7.5855 17.7644
O 3.6759 6.4255 13.6091
O 9.5644 4.9588 13.3476
O 5.5113 9.9996 20.767
O 10.3307 7.3662 14.1488
O 8.7811 6.176 19.9838
O 7.0684 5.7148 10.6573
O 5.2627 10.5461 16.3719
O 9.0487 1.1503 19.2575
O 11.5792 3.1681 10.1909
O 9.7356 8.7168 19.9042

Results
free energy: -57046.821 eV
free energy less fixed offsets of O -447.96, P -185.95, Si -113.29 eV per atom: -4.131 eV
gap between the highest filled and lowest empty level on this k mesh: 1.288 eV

The program warned: the cutoff lies below the one the program advises for these potential files; the model core charge is not resolved on the grid; the forces do not sum to zero within the program's tolerance; the exchange-correlation potential is rough where the density is thin.
